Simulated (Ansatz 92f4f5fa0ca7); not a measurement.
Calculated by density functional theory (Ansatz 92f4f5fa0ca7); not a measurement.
Periodic cell of 214 atoms, Si128O86, from a study of silicon, its oxide and their interface. The atomic structure is a simulated model.
Doubt: the cutoff is far below the 930 eV that the study's wrapper takes by default for these files, so forces and energies are approximate.
This geometry differs little from another in the collection (a relaxation step or a small displacement).

Settings
functional: PBE
potential files: Ansatz PAW
basis: plane waves
wave-function cutoff: 580 eV
density cutoff ratio: 5
exchange-correlation grid ratio: 1
k mesh: 1 x 1 x 1, Gamma-centred
self-consistency stop: 5e-08 eV per atom in the density residual
occupations: fixed
spin: none
net charge: 0

Cell vectors (angstrom)
a	10.938	0	0
b	0	10.938	0
c	-2.6847	3.9116	31.7306

Atoms: element, x, y, z (angstrom)
Si	5.5932	8.0426	25.6477
Si	4.251	17.4108	24.5435
Si	-0.732	11.517	24.2337
Si	1.8099	14.5296	24.2506
Si	9.1181	18.2044	24.3219
Si	5.5035	13.5186	25.5446
Si	6.9105	17.5526	26.9786
Si	8.3353	10.7087	25.4956
Si	0.0964	13.3988	25.4584
Si	2.7741	16.1005	25.7463
Si	10.891	19.0161	25.6639
Si	2.7621	10.7573	25.6144
Si	4.1817	14.7879	27.0585
Si	8.1786	16.282	25.393
Si	4.1634	9.3978	26.9432
Si	6.9409	12.1297	26.8284
Si	9.6007	14.8521	26.7548
Si	12.2946	17.5691	26.9364
Si	9.591	20.3634	27.056
Si	1.4234	12.1396	26.987
Si	2.7783	13.466	28.371
Si	5.5312	16.2153	28.3488
Si	2.7764	18.9416	28.2887
Si	5.5495	10.7837	28.2718
Si	8.2726	13.5017	28.2402
Si	10.9385	16.1818	28.2667
Si	8.2464	18.9399	28.3505
Si	10.9978	10.7734	28.3526
Si	4.1515	12.1151	29.6796
Si	6.886	14.8496	29.6796
Si	4.1515	17.5841	29.6796
Si	6.886	20.3186	29.6796
Si	9.6205	12.1151	29.6796
Si	12.355	14.8496	29.6796
Si	9.6205	17.5841	29.6796
Si	12.355	20.3186	29.6796
Si	5.5188	13.4824	31.0469
Si	8.2533	16.2169	31.0469
Si	5.5188	18.9514	31.0469
Si	8.2533	10.7479	31.0469
Si	10.9878	13.4824	31.0469
Si	2.7843	16.2169	31.0469
Si	10.9878	18.9514	31.0469
Si	2.7843	10.7479	31.0469
Si	6.8362	10.938	0.6835
Si	9.5708	13.6725	0.6835
Si	6.8362	16.407	0.6835
Si	9.5708	8.2035	0.6835
Si	12.3052	10.938	0.6835
Si	4.1018	13.6725	0.6835
Si	12.3052	5.469	0.6835
Si	15.0397	8.2035	0.6835
Si	5.469	9.5708	2.0507
Si	8.2035	12.3052	2.0507
Si	5.469	15.0397	2.0507
Si	8.2035	6.8362	2.0507
Si	10.938	9.5708	2.0507
Si	13.6725	12.3052	2.0507
Si	10.938	15.0397	2.0507
Si	13.6725	6.8362	2.0507
Si	6.8202	8.2024	3.3304
Si	9.5485	10.9331	3.4548
Si	6.8392	13.6652	3.5066
Si	9.5225	5.4316	3.3415
Si	12.3079	8.1742	3.4532
Si	4.1431	10.9752	3.3754
Si	12.3243	13.6678	3.3796
Si	4.1002	16.4351	3.4934
Si	8.1029	9.5453	4.7556
Si	10.9695	12.315	4.7634
Si	8.2455	15.0695	4.8463
Si	10.8354	6.7686	4.7204
Si	2.8785	9.5322	4.7147
Si	5.4537	12.2812	4.8897
Si	13.5929	15.0587	4.8213
Si	5.5396	6.9142	4.7985
Si	6.3786	10.4431	6.1271
Si	10.0533	14.0919	6.0512
Si	3.9925	12.2595	24.2466
Si	9.0356	7.7318	5.9193
Si	1.6973	11.0998	5.9512
Si	3.7863	13.4614	6.1419
Si	4.6438	8.7142	6.0976
Si	3.9071	7.561	8.0372
Si	7.326	5.9703	6.047
Si	0.9904	9.7821	24.4096
Si	6.4141	15.2042	24.1253
Si	11.6835	4.959	5.9959
Si	7.2579	9.0033	24.2478
Si	5.2778	10.2446	22.097
Si	9.9506	12.664	21.2648
Si	2.7613	8.2936	22.4139
Si	5.9774	14.091	15.8607
Si	9.6176	5.4443	12.4021
Si	10.1391	7.9484	14.1325
Si	8.6336	14.9827	14.9393
Si	2.5569	10.2556	18.3853
Si	1.4918	15.021	16.4379
Si	10.4836	12.6464	15.9706
Si	5.0959	14.0582	8.9618
Si	10.4664	7.8295	8.6321
Si	11.6454	10.7212	13.7794
Si	10.0825	17.1435	16.5281
Si	8.1664	7.0162	10.4604
Si	5.8609	14.4537	18.9127
Si	7.1824	9.1438	14.1574
Si	3.1768	9.8237	15.3699
Si	12.0433	6.201	7.9601
Si	5.2702	11.3399	19.1154
Si	4.4702	7.482	13.7987
Si	13.1137	11.1849	11.2889
Si	4.0477	8.7511	11.0327
Si	3.0108	15.6458	19.0471
Si	5.9963	10.9327	16.2534
Si	10.0561	18.8561	18.958
Si	3.19	13.9422	11.4176
Si	9.5955	17.248	21.4617
Si	7.0937	11.7924	8.9272
Si	3.6351	4.4446	14.2885
Si	2.2273	18.5132	19.5468
Si	11.5013	4.145	10.1894
Si	9.7614	13.1952	8.2332
Si	11.5636	10.6189	8.7207
Si	6.9793	9.8333	11.2753
Si	10.436	10.9485	18.6577
Si	0.9018	15.0777	21.3533
Si	7.6505	14.9094	21.3584
Si	6.3785	5.7071	8.2137
O	6.9162	10.7437	7.6822
O	3.1874	18.1478	23.5349
O	1.5509	9.2676	22.919
O	12.2265	10.2195	7.2864
O	8.734	13.7202	21.2857
O	4.7585	11.5483	22.9558
O	9.9333	17.9303	22.894
O	7.1313	10.0261	15.5271
O	7.8506	8.4854	11.0487
O	9.638	7.0131	9.776
O	0.7261	18.6363	18.9632
O	11.8036	11.3189	12.2672
O	10.7408	16.2115	20.9385
O	5.2973	16.3814	23.7721
O	4.2398	14.459	10.2849
O	12.2928	5.2447	9.2824
O	4.5812	10.608	15.5236
O	4.3449	5.9108	14.1968
O	4.2079	14.1176	7.5922
O	2.2082	18.3544	21.1617
O	5.7969	12.8622	19.1883
O	9.9008	11.7488	22.6112
O	5.4195	9.6082	10.8989
O	7.0456	6.6606	9.3556
O	9.2712	4.2627	13.4644
O	10.6815	11.6691	14.6829
O	1.1125	10.8232	18.8575
O	3.0349	8.9407	19.2143
O	8.567	8.3201	14.1945
O	12.637	11.3024	9.7329
O	4.1669	7.6002	12.1886
O	10.4505	14.216	9.3012
O	9.8236	11.7247	19.9477
O	13.6248	12.2922	6.5298
O	13.3782	7.0584	7.5422
O	3.67	11.3917	18.7431
O	5.6727	12.5507	9.169
O	2.4564	9.7844	16.8282
O	12.6098	14.1382	10.8826
O	4.5141	14.3656	15.2134
O	8.8698	16.3371	15.8105
O	4.8254	6.2071	8.1084
O	4.0767	9.1566	22.0311
O	0.8998	13.5148	16.2344
O	2.5467	14.9188	17.6693
O	9.2658	13.6733	15.6638
O	8.2297	5.9053	11.6558
O	2.8951	13.3885	23.7037
O	11.0094	9.2161	9.3449
O	13.1257	4.5785	15.0442
O	13.15	10.6897	14.3993
O	9.4016	18.4606	20.3937
O	6.2767	12.5071	16.0141
O	6.6083	9.5794	22.8012
O	10.1011	11.765	17.2879
O	2.136	15.2124	20.3319
O	8.2343	16.3928	21.6873
O	6.7001	14.5334	22.6356
O	5.9762	8.0424	14.0857
O	9.4387	8.2867	7.4367
O	1.3066	15.3464	22.9092
O	3.4503	14.761	12.7961
O	7.0118	15.0535	19.8775
O	10.6543	18.3504	15.5861
O	10.3438	6.7404	13.0672
O	0.3366	16.0864	16.8693
O	10.6871	4.8408	11.3775
O	0.3838	13.5394	21.2026
O	8.1827	12.9537	8.5763
O	6.1474	14.7723	17.3395
O	2.9703	17.2608	18.8407
O	9.4483	17.8212	17.8605
O	9.7387	9.4711	18.5851
O	7.0359	14.7523	14.8206
O	3.3026	12.3228	11.6349
O	3.7311	8.1533	9.5556
O	4.5123	15.1936	19.3861
O	10.3992	11.698	8.39
O	7.5348	11.0159	10.2996
O	3.4186	8.3398	14.7251
O	7.1239	10.1729	12.8713
O	6.3313	4.1733	8.7797
O	5.6219	10.6474	20.5491
O	11.0248	9.2249	13.6912
O	6.0074	10.5794	17.8572
O	2.8415	9.7206	11.5135

Results
free energy: -130287.032 eV
free energy less fixed offsets of O -568.88, Si -635.61 eV per atom: -5.272 eV

Forces (eV/angstrom), in the order of the atoms: element, x, y, z
Si	-0.0018	-0.0085	0
Si	-0.015	0.0174	0.0044
Si	-0.0009	0.0042	0.014
Si	-0.0144	0.0199	0.0062
Si	-0.0103	0.0014	0.0125
Si	0.0081	-0.0023	0.0039
Si	-0.0026	0.0049	0.0078
Si	0.0042	-0.0057	0
Si	0.0073	0.0033	-0.0053
Si	-0.0052	0.0009	-0.0041
Si	0.0014	0.0049	0.0044
Si	0.0017	-0.002	0.0102
Si	-0.0005	-0.0004	0.0106
Si	0.0059	0.0019	0.002
Si	-0.0024	0.0039	0.0056
Si	-0.0003	-0.0016	0.0044
Si	0.0004	-0.0011	0.0028
Si	-0.0024	0.0025	0.0001
Si	0.0001	0.0002	0.0009
Si	0.0002	-0.0038	0.0082
Si	0.0001	0.0002	0.0069
Si	0.0008	0.0006	0.0073
Si	0.0012	-0.0008	0.0026
Si	-0.001	-0.0001	-0.001
Si	-0.0014	0	0.002
Si	0.0019	0.0005	0.0015
Si	0.004	-0.0033	0.0012
Si	0.0011	-0.001	0.0036
Si	0.2222	-0.1818	0.1542
Si	0.2708	-0.1798	-0.0776
Si	-0.1016	0.0367	-0.0101
Si	-0.1792	0.103	-0.0099
Si	-0.0665	0.3627	-0.059
Si	-0.2632	0.1423	-0.0071
Si	0.0328	-0.2436	0.0422
Si	0.0879	-0.0245	0.0037
Si	0.0462	0.0455	-0.0053
Si	-0.0129	-0.0426	0.011
Si	-0.1217	0.0403	0.005
Si	0.0005	0.07	-0.0359
Si	-0.0826	-0.0266	0.0154
Si	0.0199	0.0824	-0.0191
Si	0.085	-0.0302	-0.0369
Si	0.0508	-0.1645	0.0113
Si	-0.0668	-0.041	-0.0327
Si	0.0829	-0.0233	-0.0171
Si	-0.0025	0.0838	0.0027
Si	-0.005	-0.0868	0.0092
Si	0.0601	0.0354	0.028
Si	-0.0311	-0.0258	0.0122
Si	0.0247	-0.0604	-0.0187
Si	-0.0476	0.1428	-0.0229
Si	-0.0047	0.2169	-0.5865
Si	-0.1154	0.0994	0.365
Si	-0.0234	-0.0045	0.6894
Si	-0.1481	-0.0543	-0.6139
Si	0.027	-0.0201	0.4323
Si	0.1486	0.0296	-0.3719
Si	0.0376	-0.1588	-0.3443
Si	0.0517	-0.1078	0.2227
Si	-0.0012	0.0057	0.0019
Si	-0.0015	-0.0035	-0.0031
Si	0.0037	0.0043	-0.0054
Si	-0.0014	0.0021	0.004
Si	-0.0036	0.003	-0.0024
Si	0.0018	-0.0087	-0.005
Si	-0.0012	0.0035	0.0028
Si	0.0017	-0.0031	-0.0011
Si	0.0005	0.005	-0.0072
Si	-0.0022	0.0038	-0.0023
Si	0.0017	0.0011	0.0002
Si	-0.0018	0.0066	-0.0054
Si	0.0028	-0.0058	-0.0046
Si	0.0002	0.0039	-0.0033
Si	-0.0025	-0.0056	0.0024
Si	0.0007	0.003	0.0021
Si	0.0044	-0.0019	0.0029
Si	0.009	0.0091	0.0036
Si	0.0106	-0.0122	-0.0119
Si	0.0002	-0.0036	-0.0172
Si	-0.015	-0.0099	0.014
Si	0.0033	0.0242	0.0047
Si	-0.0063	-0.0009	-0.0051
Si	0.0079	0.0058	0.0092
Si	-0.0018	-0.0061	0.0019
Si	0.0012	-0.0032	0.0174
Si	0.0024	-0.0157	-0.0148
Si	-0.0027	-0.0267	-0.0115
Si	0.0042	-0.0041	0.0087
Si	-0.0062	-0.0016	-0.0044
Si	0.0048	0.0046	-0.0068
Si	0.0055	-0.0015	-0.003
Si	0.0019	-0.0024	-0.0032
Si	0.0033	-0.0028	0.0032
Si	0.0004	-0.0002	0.0008
Si	-0.001	-0.001	0.0036
Si	0.0007	-0.0009	-0.0015
Si	-0.0024	-0.0001	-0.0021
Si	-0.0004	0.0013	0.0012
Si	0.001	-0.0027	-0.0001
Si	-0.0035	0.0037	0.0083
Si	-0.0016	-0.004	0.005
Si	-0.0015	-0.0016	-0.0018
Si	-0.0025	0.0017	0.004
Si	0.0018	-0.0028	0.0037
Si	0.0005	-0.0021	0.004
Si	-0.0007	-0.002	0.0001
Si	-0.0003	-0.0012	0.0089
Si	0.0035	0.0001	0.0018
Si	0.0008	-0.0015	0.0041
Si	-0.0005	0.0002	-0.0037
Si	0.0026	-0.0002	0.0031
Si	0.002	-0.0003	-0.0009
Si	0.0041	0.0001	-0.0012
Si	0.0002	-0.0055	-0.0018
Si	0.0007	0.0047	-0.0034
Si	0.0013	-0.0042	-0.0011
Si	-0.0023	0.0081	0
Si	0.0003	0.0015	0.0038
Si	0.002	-0.0005	0.0029
Si	-0.0035	-0.0032	0.0012
Si	0.0006	0.0023	-0.0016
Si	0.0088	0.0123	-0.0064
Si	0.0036	0.0015	0.0006
Si	0.0004	0.0037	-0.0038
Si	0.004	0.001	0.0051
Si	-0.0045	0.0066	-0.0015
Si	0.0065	-0.0059	0.0003
O	-0.0009	-0.004	-0.0044
O	0.0026	-0.0036	0.007
O	0.0001	-0.0008	-0.0123
O	-0.0036	-0.0024	0.0041
O	0.0039	-0.0055	0.0028
O	-0.0025	0.0043	0.0102
O	0.0038	-0.0001	-0.0069
O	-0.0022	0.0015	0.0022
O	-0.0006	-0.003	-0.0016
O	0.0048	0.0003	-0.0003
O	-0.002	0.0006	0.003
O	0.002	0.0005	0.0033
O	0.0008	0.0001	0.0047
O	0.0043	-0.0017	-0.0013
O	-0.0016	-0.0012	0.0036
O	0.0032	0.0056	-0.0053
O	-0.0004	-0.0016	0.0037
O	0.0002	0.0002	-0.0002
O	-0.0002	-0.0001	-0.0037
O	0.0002	0.0011	0.0035
O	0.0016	0.0051	0.0028
O	-0.0043	0.001	-0.0044
O	-0.002	-0.0008	0.0019
O	-0.0021	-0.0007	-0.0016
O	-0.0002	0.0011	-0.0003
O	0.0024	-0.0012	0.002
O	0.0014	-0.001	0.0029
O	-0.0005	0.0011	0.0022
O	0.0014	-0.0003	0.0009
O	-0.0064	-0.0033	-0.0002
O	-0.0019	0.0005	-0.0008
O	-0.0011	0.0001	0.0015
O	0.0029	-0.0002	0.0055
O	0.0018	-0.0001	-0.0014
O	-0.0119	-0.0066	0.0055
O	0	-0.002	0.0029
O	0.0014	0.0012	0.0017
O	0.0011	-0.0005	0.0033
O	0.0002	0.0018	0.0027
O	-0.0008	0.0007	0.0012
O	0.0023	0.0016	0.0036
O	-0.0012	0.0037	0.0028
O	0.0008	0.002	0.0047
O	0.0001	-0.0014	0.0026
O	0.0056	0.0041	0.0075
O	0.0019	-0.0007	0.0027
O	-0.002	0.0018	-0.0004
O	0.0016	-0.0029	0.0011
O	-0.001	-0.0034	-0.0007
O	0.0018	-0.0007	0.0019
O	-0.0016	-0.0011	0.0023
O	0.0011	0.0019	0.0032
O	-0.0001	-0.002	0.005
O	0.0016	-0.0004	0.0014
O	0.0022	-0.0007	0.0033
O	-0.0068	-0.0016	0.0046
O	0.0008	-0.0002	0.0022
O	-0.0038	0.0031	0.0173
O	-0.0009	0.0012	0.0005
O	0.0028	-0.0001	0.0146
O	-0.0008	-0.0045	-0.0056
O	0.0006	-0.0018	0.0007
O	-0.0028	-0.0023	0.0032
O	-0.001	-0.0001	0.0027
O	-0.0014	0.0005	0.0012
O	0.001	0.0006	0.0019
O	-0.0012	-0.0012	-0.0006
O	-0.0028	0.0032	0.0077
O	0.0015	-0.0023	0.0056
O	-0.001	0.0009	0.0042
O	0.0025	-0.0067	0.0039
O	0.0022	0.0021	0.0048
O	0.0015	-0.0009	0.0045
O	-0.0021	0	0.0034
O	0	-0.0022	0.0032
O	0.0018	-0.0041	-0.0081
O	-0.004	-0.0027	0.0014
O	0.0017	-0.0075	0.0042
O	-0.0002	-0.0023	0.0022
O	0.0004	0.0004	0.002
O	-0.0001	0.0019	-0.0004
O	-0.0009	0.0034	0.0009
O	-0.0003	0.0005	0.0036
O	0.0032	0.0045	0.0018
O	0.0004	-0.0005	0.0012
O	-0.0007	-0.0003	0.0017

The program warned: the cutoff lies below the one the program advises for these potential files; the forces do not sum to zero within the program's tolerance; the exchange-correlation potential is rough where the density is thin.
